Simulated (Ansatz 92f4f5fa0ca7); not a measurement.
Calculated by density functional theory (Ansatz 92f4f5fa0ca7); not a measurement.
Periodic cell of 211 atoms, Si125O78As8, from a study of silicon, its oxide and their interface. The atomic structure is a simulated model.
Doubt: the cutoff is far below the 930 eV that the study's wrapper takes by default for these files, so forces and energies are approximate.

Settings: functional PBE; potential files Ansatz PAW; basis plane waves; wave-function cutoff 580 eV; density cutoff ratio 5; exchange-correlation grid ratio 1; k mesh 1 x 1 x 1, Gamma-centred; self-consistency stop 5e-08 eV per atom in the density residual; occupations fixed; spin none; net charge 0.

Cell vectors (angstrom)
a 10.938 0 0
b 0 10.938 0
c 0 0 32.0861

Atoms: element, x, y, z (angstrom)
As 0.5228 -0.4873 24.5903
Si 4.8057 0.6216 24.7005
Si 2.9973 2.391 24.6787
As 7.7775 3.1685 24.5105
Si -0.2676 5.5603 24.6165
As 5.9383 4.9725 24.4375
As 2.305 8.6189 24.5215
Si 9.0053 7.5405 24.6279
Si 1.406 1.2582 26.0412
Si 6.7373 1.445 25.9043
Si 4.1955 4.063 25.9225
Si 9.473 4.0731 26.0137
Si 1.3782 6.8187 25.9059
Si 6.9805 6.7333 25.7915
Si 4.0249 9.643 25.9197
Si 9.7344 9.4109 25.979
Si 2.7755 -0.0087 27.4105
Si 8.2119 -0.0313 27.1946
Si -0.0093 2.702 27.2812
Si 5.452 2.7189 27.3749
Si 2.778 5.4512 27.2432
Si 8.2181 5.4975 27.3645
Si 0.062 8.1021 27.3891
Si 5.5163 8.1907 27.1669
Si 4.1018 1.3673 28.6678
Si 9.5708 1.3673 28.6678
Si 1.3673 4.1018 28.6678
Si 6.8362 4.1018 28.6678
Si 4.1018 6.8362 28.6678
Si 9.5708 6.8362 28.6678
Si 1.3673 9.5708 28.6678
Si 6.8362 9.5708 28.6678
Si 0 0 30.0351
Si 5.469 0 30.0351
Si 2.7345 2.7345 30.0351
Si 8.2035 2.7345 30.0351
Si 0 5.469 30.0351
Si 5.469 5.469 30.0351
Si 2.7345 8.2035 30.0351
Si 8.2035 8.2035 30.0351
Si 1.3673 1.3673 31.4023
Si 6.8362 1.3673 31.4023
Si 4.1018 4.1018 31.4023
Si 9.5708 4.1018 31.4023
Si 1.3673 6.8362 31.4023
Si 6.8362 6.8362 31.4023
Si 4.1018 9.5708 31.4023
Si 9.5708 9.5708 31.4023
Si 2.7345 0 0.6835
Si 8.2035 0 0.6835
Si 0 2.7345 0.6835
Si 5.469 2.7345 0.6835
Si 2.7345 5.469 0.6835
Si 8.2035 5.469 0.6835
Si 0 8.2035 0.6835
Si 5.469 8.2035 0.6835
Si 4.1018 1.3673 2.0507
Si 9.5708 1.3673 2.0507
Si 1.3673 4.1018 2.0507
Si 6.8362 4.1018 2.0507
Si 4.1018 6.8362 2.0507
Si 9.5708 6.8362 2.0507
Si 1.3673 9.5708 2.0507
Si 6.8362 9.5708 2.0507
Si 0 0 3.418
Si 5.469 0 3.418
Si 2.7345 2.7345 3.418
Si 8.2035 2.7345 3.418
Si 0 5.469 3.418
Si 5.469 5.469 3.418
Si 2.7345 8.2035 3.418
Si 8.2035 8.2035 3.418
Si 1.327 1.3361 4.7862
Si 6.7769 1.3595 4.7769
Si 4.118 4.1719 4.7827
Si 9.5821 4.1521 4.7586
Si 1.2923 6.8525 4.7938
Si 6.762 6.8256 4.7837
Si 4.119 9.6227 4.8061
Si 9.5855 9.6309 4.7863
Si 2.7419 0.0524 6.2153
Si 8.1721 0.0291 6.1196
Si -0.075 2.7211 6.0997
Si 5.4873 2.7953 6.1407
Si 2.7024 5.5299 6.1635
Si 8.1837 5.4953 6.0923
Si -0.0684 8.2372 6.1878
Si 5.4581 8.2313 6.186
Si 3.6068 1.988 7.4186
As 9.0945 1.8133 7.5734
Si 1.7233 3.6673 7.3201
As 7.2994 3.7071 7.5539
Si 3.5735 7.3867 7.4542
As 9.0401 7.2913 7.5594
Si 1.7851 9.1706 7.4578
As 7.2558 9.1833 7.5707
O 1.1348 4.0581 8.8398
O 4.0596 1.8117 9.0319
O 1.4027 9.7142 8.9927
O 3.9015 6.9976 9.0537
O 6.2762 4.0949 13.1372
O 11.2076 4.6885 23.2348
O 2.307 2.9301 23.2216
O 5.1073 0.2896 23.0785
Si 3.7594 16.7734 10.1824
Si 1.2568 -0.7086 10.5171
Si 16.0737 -6.9303 14.314
Si 8.805 -1.5045 22.1566
Si 12.5368 8.0475 12.7551
Si -1.4528 -1.2074 11.6118
Si 18.0446 -16.923 16.3685
Si 5.5149 -1.4105 19.6875
Si 18.1208 5.1113 19.582
Si 4.3098 -8.0102 10.1956
Si -7.1756 1.137 14.6811
Si 7.9936 0.626 12.9845
Si 4.4054 -4.3806 13.0232
Si 6.7999 3.07 11.9879
Si 2.9417 -13.6741 19.6827
Si 22.6699 5.8611 17.1674
Si -1.4371 15.4056 12.0132
Si -0.545 -9.9737 21.2561
Si -1.0275 -6.8108 15.1774
Si 1.1124 -11.5278 19.1709
Si 11.7802 5.0054 10.1127
Si 10.7618 -1.3997 14.5015
Si 2.861 1.4138 17.6101
Si -3.2696 2.2114 20.3679
Si 7.9952 -13.9242 19.4702
Si 15.1374 -5.3972 19.589
Si 21.0817 -3.9515 11.0909
Si 6.4447 11.1917 22.1766
Si 17.3656 -11.2422 15.4255
Si 0.9211 3.3827 22.4342
Si 13.2744 1.5731 12.1258
Si 10.1739 -2.3231 17.4121
Si -0.138 1.5848 13.9906
Si 16.8937 -3.3354 15.2778
Si 16.7945 11.9292 17.997
Si 12.7824 -7.1185 19.3524
Si 14.47 -4.0215 17.0809
O 17.4544 -12.8312 15.7482
O 14.0085 0.6724 13.2784
O 10.839 -5.8034 16.0351
O 7.0319 -4.4351 15.8409
O 11.5888 0.578 20.2097
O -2.2346 -2.5863 18.0625
O 8.3094 3.4665 11.5414
O -2.3637 -12.9698 20.6381
O 15.3789 -9.1385 17.8673
O 2.3719 -10.9193 18.3165
O 11.9722 -5.9498 18.5338
O 28.9823 -17.0293 17.9821
O 8.1785 6.3779 19.8504
O 5.3918 -11.4691 18.3454
O -0.9261 -0.4216 22.0258
O 3.2927 2.7558 11.4892
O 2.0532 0.6735 10.7989
O 16.6127 -3.5356 13.6605
O 17.6641 11.7096 16.6279
O 17.8534 1.7702 21.7614
O 1.9104 -8.3725 18.292
O 15.3219 -5.0626 18.0001
O 10.645 10.6042 10.8841
O -0.096 -8.8601 22.3768
O -0.3505 2.6415 15.2173
O 5.8543 2.9124 10.6912
O 1.1391 3.6784 20.825
O 10.8907 4.1467 11.1915
O -3.3555 -11.6183 22.9027
O -12.7316 12.4566 20.3504
O 10.8866 6.3512 9.762
O 20.7406 15.4428 13.6029
O -7.7171 -4.2445 20.271
O -1.536 1.4282 13.1601
O 15.0654 5.2244 13.9375
O 10.8569 -11.9755 18.1535
O 6.7633 -9.3227 12.6972
O 9.072 -2.8434 23.0386
O 1.8346 9.1107 11.543
O 10.0176 -1.9799 15.8241
O 18.5675 -0.1247 14.3597
O 17.323 -2.7373 19.332
O 9.8144 9.371 13.179
O 12.4859 -1.956 20.0015
O -4.1241 -9.1828 19.0546
O 7.8304 3.8271 20.3361
O 12.1288 -2.2274 14.1934
O -2.5115 4.1747 15.8275
O 3.0724 -13.7278 18.0491
O 9.3721 -2.5725 10.7431
O 5.6911 -5.5482 20.2182
O 2.7413 1.2516 15.971
O 22.2253 7.1005 12.2719
O 16.7401 -17.6994 15.7856
O 15.2739 -8.3182 14.3726
O 4.0964 31.0101 20.332
O 3.0094 -3.5801 13.0571
O -1.9435 16.9035 11.609
O 0.9907 2.1011 12.9111
O 4.7212 -4.7389 11.4526
O 13.1631 -4.7542 16.4551
O 14.342 -6.7971 19.7287
O 4.1551 4.4039 9.4994
O 13.1714 5.6082 10.7251
O 4.9155 -10.9193 14.9169
O 0.225 0.1644 14.6902
O -6.4744 -14.4244 15.9009
O 6.2249 -0.4721 20.7641
O 21.972 7.253 17.6324
O 8.1004 -0.3683 11.6814

Results
free energy: -162675.687 eV
free energy less fixed offsets of As -4856.12, O -568.88, Si -635.61 eV per atom: -2.837 eV

Forces (eV/angstrom), in the order of the atoms: element, x, y, z
As -0.006 -0.0278 0.1655
Si -0.067 0.0513 -0.1896
Si -0.0077 0.0138 0.0273
As 0.0203 -0.0767 0.0723
Si 0.0763 0.0032 0.0123
As -0.038 0.059 0.1024
As 0.0832 -0.0343 -0.0115
Si 0.0428 -0.0474 -0.1852
Si 0.0318 0.1364 -0.1919
Si 0.0536 -0.1018 -0.0129
Si -0.0755 -0.0929 -0.0971
Si 0.1011 0.0831 -0.1333
Si -0.141 -0.0951 -0.0882
Si -0.0055 0.1411 -0.0317
Si 0.042 -0.0623 -0.0171
Si -0.16 0.1001 -0.1121
Si -0.1663 -0.203 -0.0512
Si 0.0877 0.0635 0.004
Si -0.0655 -0.0889 0.0382
Si 0.1554 0.1745 -0.0722
Si 0.1065 0.1167 0.026
Si -0.1747 -0.1793 -0.0655
Si 0.2075 0.151 -0.0344
Si -0.0904 -0.1134 0.0019
Si 0.1333 0.0754 0.8712
Si -0.2099 -0.2829 -0.3824
Si 0.0736 -0.0081 -0.4906
Si -0.0332 0.1258 0.3203
Si 0.2735 0.097 -0.6451
Si 0.0095 -0.0903 0.7781
Si 0.1119 -0.2407 0.5384
Si 0.0395 -0.0765 -0.7532
Si -0.0744 -0.1176 0.004
Si -0.0447 0.0674 0.0059
Si 0.0078 -0.0243 0.0232
Si -0.0717 0.0158 0.0118
Si -0.0782 0.0186 0.0157
Si 0.0624 -0.0133 0.0191
Si -0.011 0.1624 0.0531
Si 0.0574 0.0097 0.008
Si -0.0421 0.0107 -0.0026
Si 0.0394 -0.0648 0.0086
Si -0.0169 0.0771 0.0065
Si 0.1022 -0.0498 0.0059
Si 0.0466 -0.091 -0.0003
Si -0.0773 -0.0135 0.0061
Si 0.0799 -0.0729 0.0168
Si 0.007 0.0708 0.0139
Si -0.0155 0.0203 -0.0161
Si 0.0125 0.0176 0.0131
Si -0.0435 -0.0163 0.0132
Si -0.0317 0.0089 -0.0149
Si -0.0124 0.0164 0.012
Si -0.0085 0.0356 -0.0183
Si -0.0182 0.0074 -0.0146
Si -0.0282 0.0436 0.0144
Si 0.0314 -0.0329 -0.0047
Si 0.0446 -0.0254 -0.0051
Si 0.0187 0.0314 -0.0065
Si -0.0115 -0.0042 -0.0235
Si 0.0607 -0.0456 -0.0145
Si 0.0391 -0.0668 -0.0078
Si -0.0072 0.0066 -0.0238
Si -0.0055 0.0086 -0.0115
Si 0.083 -0.0068 -0.4924
Si -0.128 -0.0606 -0.4185
Si -0.0313 0.0736 0.3772
Si -0.1052 0.0291 0.2496
Si 0.0737 0.1636 -0.4839
Si -0.125 0.0642 -0.6078
Si -0.0867 0.1462 0.3945
Si -0.0849 0.0688 0.4242
Si 0.0586 -0.0031 0.0018
Si -0.0183 0.032 0.0185
Si -0.0713 0.0305 0.0451
Si -0.0082 -0.0195 -0.0019
Si 0.0473 -0.0501 -0.0098
Si 0.0281 0.0742 0.0297
Si -0.0157 0.0788 -0.0045
Si -0.0144 -0.067 0.0274
Si -0.0067 -0.0459 0.023
Si -0.0015 -0.0086 0.0793
Si -0.0907 -0.0014 0.015
Si -0.0073 -0.039 0.034
Si 0.0091 -0.0224 -0.0123
Si 0.0024 -0.0381 0.1016
Si 0.0229 0.0531 0.0697
Si 0.0619 -0.0414 0.0287
Si -0.0174 0.019 -0.002
As 0.0483 -0.0203 -0.0383
Si 0.1121 0.0771 0.1262
As -0.0611 0.0237 0.0001
Si -0.055 -0.0421 0.0848
As -0.0005 0.0418 -0.0985
Si 0.0301 0.0371 0.034
As -0.0445 0.0411 -0.0169
O 0.0307 -0.0149 -0.0547
O -0.0194 0.0105 0.0161
O 0.0008 -0.0347 -0.0156
O -0.0216 0.0059 -0.0231
O 0.0013 0.0013 -0.0097
O -0.0177 -0.074 -0.048
O -0.0261 -0.0084 -0.0318
O 0.1149 0.036 0.1077
Si 0.0042 0.0126 -0.0777
Si 0.0362 -0.0062 -0.0648
Si -0.0073 0.0006 -0.0082
Si -0.0183 -0.1408 0.1585
Si 0.023 0.0171 -0.0279
Si 0.0203 0.0061 0.0185
Si -0.0081 -0.0006 0.0011
Si 0.0044 -0.0078 0.0142
Si 0.005 0.0115 -0.011
Si -0.03 -0.0009 -0.0692
Si -0.0018 0.005 -0.002
Si -0.0086 -0.006 0.0115
Si -0.0048 0.0012 -0.0218
Si -0.0233 0.0008 0.0076
Si -0.0104 0.0014 -0.0028
Si 0.0033 -0.0115 0.0178
Si 0.0087 0.0063 0.0027
Si 0.0069 0.0336 -0.0962
Si 0.0031 -0.0012 -0.0034
Si -0.0131 0.0146 0.0045
Si 0.0544 -0.0358 -0.0589
Si 0.0011 -0.0066 -0.0014
Si -0.0047 0.0047 0.02
Si 0.0337 -0.0461 -0.0107
Si 0.0083 -0.01 0.0106
Si -0.0166 -0.0219 -0.0071
Si 0.0117 -0.0009 0.0011
Si -0.0693 -0.0249 0.1143
Si -0.0137 0.0134 0.0001
Si 0.0492 0.0971 0.1129
Si 0.0016 -0.0139 -0.019
Si 0.0091 0.0087 0.005
Si -0.0039 -0.0029 -0.0067
Si -0.0134 -0.0058 -0.0117
Si -0.0124 0.0032 0.0148
Si -0.0123 -0.0091 0.0509
Si 0.0004 -0.0049 0.0081
O 0.0066 0.0004 0.0023
O 0.0012 0.0037 0.0073
O -0.0072 -0.0051 -0.0084
O 0.0048 0.002 0.0071
O -0.0716 -0.006 0.0706
O 0.0006 0.0018 0.0038
O 0.0013 -0.0033 -0.0068
O 0.0092 0.0209 0.0157
O 0.0014 -0.0071 -0.0006
O -0.0011 -0.0017 -0.0016
O 0.0003 0.008 -0.002
O -0.0002 0.0002 -0.0031
O -0.0174 -0.0187 0.001
O 0.0086 0.0047 0.0036
O -0.045 0.0012 0.0405
O 0.0033 0.0031 0.0233
O -0.0067 0.0024 0.0339
O 0.0044 -0.001 0.0097
O 0.0001 -0.0092 -0.0027
O 0.034 -0.0661 0.0183
O 0.014 -0.0137 -0.014
O 0.0009 0.0025 0.007
O -0.0384 -0.0076 0.0182
O -0.0247 -0.0689 -0.0137
O -0.002 0.0063 0.0086
O 0.0146 0.0034 -0.002
O 0.0143 -0.021 -0.0235
O -0.0219 -0.003 0.0232
O 0.04 0.0877 -0.1575
O 0.0111 0 0.0658
O -0.032 0.0207 0.0317
O 0.0064 -0.0011 0.0072
O 0.007 0.0101 0.0024
O 0.0008 -0.0011 -0.0077
O -0.001 -0.0024 0.0021
O -0.0036 -0.0122 -0.0019
O 0.0104 -0.0038 -0.0061
O -0.0513 0.1279 0.1024
O 0.0013 -0.018 0.031
O 0.0006 0.0031 0.0016
O -0.0028 -0.0045 0.0034
O -0.003 0.0078 0.007
O -0.005 0.0067 -0.0018
O 0.0053 0.0015 0.0104
O 0.014 0.0034 0.024
O -0.0037 -0.0259 0.032
O -0.002 0.0061 0.0003
O 0.0009 -0.0014 0.0053
O 0.0047 -0.0035 0.0038
O -0.0071 -0.0095 -0.0117
O 0.0098 -0.0043 0.0159
O 0.0013 -0.0018 0.0062
O -0.0165 -0.0003 -0.0079
O 0.0042 -0.0038 0.0071
O 0.0039 0.0048 0.0095
O 0.0078 -0.0006 0.0081
O -0.0172 0.0058 0.0052
O -0.0029 0.0039 -0.0168
O 0.0041 -0.0016 0.0023
O 0.0092 0.0042 0.0327
O 0.0034 0.0004 -0.0012
O -0.0071 0.0106 0.0047
O 0.0121 -0.0065 0.0157
O -0.0179 -0.0029 0.0207
O 0.0099 -0.003 0.0078
O -0.001 -0.005 0.0068
O 0.0049 0.0022 0.0047
O 0.0204 0.023 0.0188
O -0.0025 0.002 0.0028
O 0.0021 -0.0009 0.0023

The program warned: the cutoff lies below the one the program advises for these potential files; the forces do not sum to zero within the program's tolerance; the exchange-correlation potential is rough where the density is thin.
